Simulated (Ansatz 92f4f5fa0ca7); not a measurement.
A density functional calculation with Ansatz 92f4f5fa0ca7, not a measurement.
Periodic cell of 196 atoms, Si117O79, from a study of silicon, its oxide and their interface. The atomic structure is a simulated model.

Settings
functional: r2SCAN
potential files: Ansatz norm-conserving
basis: plane waves
wave-function cutoff: 1300 eV
density cutoff ratio: 4
exchange-correlation grid ratio: 1
k mesh: 2 x 2 x 1, shifted by 0.5 0.5 0.5 of a step
self-consistency stop: 5e-08 eV per atom in the density residual
occupations: Fermi-Dirac, 0.05 eV
spin: none
net charge: 0

Cell vectors (angstrom)
a, 11.5403, 0, 0
b, 0, 11.5403, 0
c, 3.2195, 1.1366, 26.6133

Atoms and the computed forces on them: element, x, y, z (angstrom), force x, y, z (eV/angstrom)
Si, 3.0105, 11.5209, -0.3388, 0.6348, -0.3615, -0.0679
Si, 4.0557, 4.9038, 0.928, -0.1192, -0.1703, -0.3099
Si, 3.9824, 7.3791, 0.6917, 0.1522, 0.4102, -0.3886
Si, 6.1282, 9.7962, 3.2581, -0.1251, 0.0429, -0.0111
Si, 7.3779, 2.1362, -0.2292, -0.2814, -0.3761, -0.364
Si, 6.0541, 7.9633, 1.7197, -0.1347, 0.0034, -0.1219
Si, 6.0798, 0.1162, -0.0885, 0.2788, 0.2522, 0.417
Si, 7.0809, 3.8075, -2.9037, 0.0038, 0.0443, -0.1478
Si, 7.4023, 8.7227, -0.0745, 0.0143, -0.1533, 0.1612
Si, 5.4746, 0.1945, 2.1574, -0.261, -0.1455, -0.1081
Si, 6.3806, 5.974, 3.0496, -0.0623, 0.176, 0.0869
Si, 2.9272, 4.3153, -0.9447, 0.6242, 0.294, -0.0065
Si, 11.4575, 4.7593, 1.4092, -0.0636, -0.0428, -0.3748
Si, 10.3353, 1.9363, 0.6247, 0.0805, -0.2163, 0.5709
Si, 10.1301, 8.4957, 1.6369, -0.1703, 0.0363, -0.8864
Si, 3.0663, 0.209, 2.0101, 0.1428, -0.0321, 0.1895
Si, 13.6729, 4.2029, 2.1391, 0.0311, 0.041, 0.6103
Si, 13.8194, 7.9019, 2.1414, -0.0982, -0.1557, 0.092
Si, 6.0119, 2.1165, 3.3553, -0.0815, -0.2749, 0.4567
Si, 5.9831, 3.9453, 1.9372, 0.2559, -0.183, -0.5322
Si, 2.2761, 9.3159, -0.9008, 0.0828, -0.3927, -0.1691
Si, 10.0873, 1.1967, 2.9632, -0.0511, 0.0746, 0.0202
Si, 10.2816, 6.3033, 2.9112, -0.041, -0.0066, 0.1037
Si, 10.0433, 10.2679, 3.2218, 0.0406, 0.2235, 0.2317
Si, 13.9063, 2.1186, 3.2486, 0.1115, 0.0845, -0.1382
Si, 13.9282, 6.0434, 3.5264, -0.277, -0.0294, 0.1277
Si, 13.9655, 9.8909, 3.3435, -0.0787, 0.0609, -0.159
Si, 4.1687, 2.1375, 4.7656, -0.0011, -0.0038, -0.041
Si, 4.4694, 5.9725, 4.5872, -0.0394, -0.0311, 0.0759
Si, 4.3078, 9.8055, 4.7212, 0.2128, -0.0457, 0.0788
Si, 8.1734, 2.0049, 4.3701, 0.1505, 0.0004, -0.2612
Si, 8.3256, 5.9644, 4.3535, -0.0312, -0.0041, -0.0608
Si, 8.1175, 9.8927, 4.5461, -0.1735, -0.0588, -0.0188
Si, 11.8823, 1.9811, 4.4391, 0.0581, 0.0185, 0.0256
Si, 11.9092, 6.0864, 4.6386, 0.1482, 0.115, 0.1915
Si, 11.9504, 9.9069, 4.5797, 0.0569, -0.0744, -0.0707
Si, 4.2331, 0.1978, 6.0894, 0.0134, -0.0012, 0.0665
Si, 4.2639, 4.0769, 6.0205, 0.0731, -0.0964, 0.0398
Si, 4.422, 7.8728, 5.9758, -0.0431, 0.1274, -0.0589
Si, 8.0973, 0.2601, 5.9539, 0.0475, -0.1428, 0.1044
Si, 8.2178, 3.9923, 5.7338, -0.0128, -0.0551, 0.0022
Si, 8.1613, 7.8785, 5.772, 0.1502, 0.0207, -0.0083
Si, 11.9913, 0.2122, 5.9978, -0.1329, -0.0561, 0.0122
Si, 11.8974, 4.0116, 5.8073, -0.0848, -0.0447, 0.0016
Si, 11.9748, 7.9942, 5.9503, -0.0099, 0.1451, 0.0796
Si, 6.2087, 11.8899, 7.3668, -0.0185, -0.0573, -0.1008
Si, 6.2785, 3.999, 7.2207, -0.0693, 0.0829, -0.0507
Si, 6.3431, 7.9012, 7.3098, -0.0233, 0.0006, -0.008
Si, 10.0586, 11.7379, 7.3366, 0.0589, 0.0714, 0.0473
Si, 10.0386, 4.037, 7.2344, 0.0199, -0.001, 0.1123
Si, 9.9935, 7.9571, 7.2041, 0.0161, 0.0244, -0.0798
Si, 13.8317, 11.6459, 7.446, 0.0244, -0.0415, -0.0513
Si, 13.8022, 4.0009, 7.3032, -0.0055, 0.0205, -0.0861
Si, 13.99, 7.9597, 7.1878, -0.1022, -0.2735, -0.1505
Si, 6.1355, 2.2358, 8.8232, 0.0563, -0.1518, 0.329
Si, 6.2702, 5.8943, 8.5949, 0.1328, -0.014, 0.1301
Si, 6.37, 9.9294, 8.5977, -0.0096, 0.1056, -0.1902
Si, 10.0061, 2.1571, 8.673, -0.2024, -0.0192, 0.0353
Si, 10.0552, 6.0382, 8.5267, -0.1412, -0.1291, -0.0065
Si, 10.1165, 9.7629, 8.6766, 0.0198, -0.1494, -0.0133
Si, 13.7096, 2.0365, 8.7408, 0.1701, -0.0489, 0.0475
Si, 13.9521, 6.0553, 8.4746, -0.3622, 0.273, 0.1466
Si, 13.9683, 9.6698, 8.779, 0.0631, 0.1348, 0.1826
Si, 4.036, 2.12, 10.1601, -0.1305, 0.0764, -0.4455
Si, 4.2906, 6.0013, 9.929, 0.0662, -0.0586, -0.0766
Si, 4.506, 9.8243, 9.99, -0.0154, -0.3051, -0.0022
Si, 8.5513, 4.2505, 11.4375, 0.2996, 0.0622, 0.105
Si, 8.1791, 6.0552, 9.9819, 0.0339, 0.0212, -0.2805
Si, 8.2222, 10.0125, 10.0551, 0.1284, 0.1604, 0.0795
Si, 11.7973, 2.1616, 10.2003, -0.0872, 0.0441, -0.1064
Si, 12.0172, 6.3544, 9.766, 0.2988, 0.2198, -0.5556
Si, 10.9278, 12.0999, 12.0154, 0.6618, 0.0649, 0.7086
Si, 3.3225, 4.1585, 11.1299, -0.1017, 0.0034, 0.0893
Si, 0.867, 4.3409, 11.0598, 0.241, -0.132, 0.3157
Si, 4.2662, 11.6413, 11.466, -0.5065, -0.4486, 0.1971
Si, 8.5052, 11.9314, 11.5628, -0.6604, 0.0964, 0.153
Si, 8.1586, 2.2675, 10.1532, 0.0126, 0.0256, -0.2128
Si, 7.6611, 8.0452, 11.1543, 0.3828, -0.2751, 0.503
Si, 11.5132, 9.7589, 12.0364, 0.031, 0.0055, -0.0366
Si, 5.8827, 1.0515, 12.8894, 0.1659, 0.1586, 0.2415
Si, 12.0062, 8.9141, 9.9292, -0.0539, -0.155, -0.1502
Si, 6.8536, 4.0234, 13.0125, 0.0742, 0.1548, 0.0989
Si, 3.7235, 7.5861, 13.8602, -0.0488, 0.0565, -0.0501
Si, 5.2511, 7.8808, 11.1775, -0.6257, 0.3573, 0.3522
Si, 7.3664, 4.9111, 15.9035, -0.1133, 0.1987, 0.1567
Si, 10.6476, 5.0245, 12.4751, -0.2181, -0.1669, 0.0701
Si, 10.0751, 7.9932, 12.9075, -0.1621, -0.3282, 0.1656
Si, 13.5027, 10.0148, 13.2077, -0.3357, -0.2959, 0.0424
Si, 2.9528, 5.6823, 18.475, -0.0145, 0.0163, 0.1274
Si, 15.6669, 4.7458, 13.1852, -0.4064, 0.0165, -0.3529
Si, 11.4322, 6.1503, 18.0474, 0.1293, 0.0465, 0.1249
Si, 10.1769, 6.1314, 15.2161, 0.0438, -0.1452, 0.2368
Si, 10.9346, 8.0717, 23.9365, 0.075, -0.0128, -0.1127
Si, 7.7066, 3.609, 18.7763, 0.038, -0.0296, 0.1771
Si, 1.3365, 0.3922, 22.182, -0.0756, 0.1603, -0.0521
Si, 0.8759, 12.5617, 17.7026, -0.0113, 0.0121, 0.1283
Si, 4.6271, 2.6379, 25.4718, -0.0411, 0.3328, 0.0273
Si, 3.8135, 10.2692, 23.0049, -0.087, -0.0476, 0.1426
Si, 11.1406, 9.7092, 21.3729, -0.1849, -0.0856, -0.0054
Si, 15.3574, 7.1557, 26.1686, -0.3817, 0.3301, -0.2338
Si, 4.6764, 10.552, 19.9677, -0.0074, -0.0977, -0.0734
Si, 3.5699, 2.646, 17.9244, -0.305, 0.0091, -0.1834
Si, 13.3021, -0.943, 19.6782, 0.005, -0.1763, -0.0788
Si, 4.0111, 2.1357, 14.9701, -0.135, 0.3353, 0.1173
Si, 5.0426, 2.0881, 19.6277, 0.1963, -0.0785, 0.41
Si, 6.6428, 8.4604, 18.6726, -0.0777, -0.0942, -0.1382
Si, 3.8657, 9.339, 27.1087, 0.1415, 0.0159, -0.2022
Si, 0.6241, 3.3384, 21.8874, -0.0711, 0.0055, -0.118
Si, 1.1189, 12.3091, 14.71, -0.0735, -0.3038, -0.0157
Si, 4.9437, 3.27, 22.5178, 0.1352, 0.1432, -0.367
Si, 10.6471, 14.7661, 19.1987, -0.0235, -0.0007, 0.1847
Si, 2.9555, 5.2655, 21.4907, -0.0563, 0.1299, -0.159
Si, 7.533, 6.3235, 20.429, -0.0964, 0.0257, 0.1694
Si, 5.1016, 7.0553, 16.5385, 0.0767, 0.0709, 0.2269
Si, 2.4067, 7.516, 23.5503, -0.1286, -0.0035, -0.0081
Si, 9.4868, 8.2604, 19.428, 0.0352, 0.1284, 0.0452
Si, 7.4299, 4.8731, 22.9285, -0.037, 0.0048, 0.0106
O, 10.5121, 3.5411, 0.8134, 0.1256, -0.2725, -0.1507
O, 1.9126, 4.0497, 21.2084, 0.0354, -0.0095, 0.1356
O, 7.1564, 3.2329, 0.9675, -0.1859, 0.287, -0.1155
O, 8.9687, 8.6252, 0.4136, 0.2005, -0.0428, 0.4646
O, 11.5733, 1.2544, -0.2472, -0.0166, 0.5008, -0.1701
O, 8.9382, 1.6358, -0.1616, 0.1684, 0.3875, -0.0654
O, 4.8814, 10.5994, 24.1811, 0.1197, -0.0931, 0.1612
O, 17.2342, 5.1901, 12.9068, 0.0537, -0.3452, 0.3464
O, 5.1283, 1.1118, 14.3551, 0.0048, 0.1603, -0.2433
O, 0.4053, 12.4845, 16.1515, 0.2829, 0.0683, 0.078
O, 4.3806, 2.3623, 16.5323, -0.2648, -0.0026, -0.097
O, 7.2983, 3.947, 14.5947, -0.1809, 0.0305, -0.2529
O, 7.3582, 11.8576, 12.8312, 0.3153, 0.3171, -0.4154
O, 8.4513, 8.1262, 12.6475, 0.1269, -0.0666, -0.4079
O, 11.6092, 12.6381, 13.4918, -0.153, 0.0223, -0.3846
O, 6.1187, 2.6426, 12.4865, 0.1617, -0.4643, 0.5335
O, 6.5513, 3.5362, 22.6308, -0.2072, 0.1229, 0.0965
O, 4.4003, 2.4964, 23.8425, -0.0474, 0.1629, 0.3139
O, 13.4562, 0.3697, 20.6533, -0.085, -0.1932, 0.1047
O, 4.833, 8.0199, 12.7716, 0.0356, -0.1952, -0.1215
O, -0.11, -0.4086, 22.1459, 0.3116, -0.161, -0.1846
O, 8.8946, 7.2017, 20.5193, -0.1422, 0.0278, -0.2436
O, 3.4139, 8.7065, 23.1434, -0.0589, 0.0449, 0.0493
O, 1.0466, 1.9323, 22.6051, 0.0338, 0.0051, -0.1503
O, 6.9777, -1.254, -0.4007, -0.2695, -0.0603, -0.0862
O, 6.5213, 2.6748, 19.3238, -0.1143, 0.1061, -0.0498
O, 0.9966, 8.1754, 23.9398, -0.0672, -0.0524, -0.0784
O, 11.2208, 6.072, 16.4456, -0.1772, 0.0216, -0.0805
O, 6.0132, 8.2087, 17.2131, -0.057, -0.1757, 0.0945
O, 6.4206, 7.1246, 19.5763, 0.3099, 0.0746, -0.0629
O, 4.323, 7.7851, 15.3374, -0.0441, -0.1498, -0.224
O, 8.24, 8.7421, 18.4929, -0.0407, -0.2016, 0.2127
O, 11.6284, 4.4122, 22.9625, -0.1221, -0.0108, 0.0743
O, 4.0838, 3.6203, 14.3285, 0.1876, -0.1732, 0.1327
O, 8.6829, 5.8576, 15.8015, 0.0757, -0.077, -0.1881
O, 6.9399, 2.9309, -1.5671, 0.2026, 0.1854, 0.0333
O, 10.5856, 4.9672, 14.1277, -0.1497, 0.3756, -0.1716
O, 10.5527, 6.6356, 12.0669, -0.096, 0.5113, 0.5982
O, 7.453, 3.9974, 17.232, -0.0058, 0.0726, -0.1524
O, 2.903, 4.1385, 17.9599, 0.1725, -0.1151, 0.0415
O, 10.5453, 8.6808, 22.4783, 0.2266, 0.0649, 0.0944
O, 6.0377, 5.8442, 15.9985, 0.1163, -0.0734, -0.0286
O, 2.3975, 13.0628, 17.8925, -0.0034, 0.1524, -0.1128
O, 5.1088, 12.0244, 19.5017, -0.1647, 0.0735, 0.0685
O, 3.2555, 10.0956, 19.2803, -0.0082, 0.2515, 0.2122
O, 5.8802, 9.6389, 19.4345, -0.0495, -0.0266, 0.046
O, 5.8004, 3.4748, -3.8522, -0.057, 0.1381, 0.1602
O, 3.2522, 6.0397, 13.6579, 0.4712, 0.225, 0.1129
O, 4.6286, 2.4169, 21.1798, 0.1308, 0.065, -0.0021
O, 10.2552, 7.5937, 14.494, -0.0546, -0.109, -0.2355
O, 3.4387, 5.7689, 20.0264, -0.1028, -0.1989, 0.0519
O, 13.0883, 10.7426, 14.603, 0.1756, 0.3772, -0.1175
O, 1.0235, 9.4208, 20.5705, -0.1081, 0.3648, 0.0371
O, 10.9218, 4.7613, 18.7292, 0.0202, -0.0105, -0.1002
O, 12.3896, -0.462, 18.4121, 0.162, 0.2027, 0.0332
O, 6.9793, 6.0623, 21.9225, 0.1851, -0.2778, -0.0872
O, 13.9726, 8.5233, 13.633, 0.3992, 0.0978, -0.0504
O, 14.5723, 10.9739, 12.4241, 0.2606, 0.3002, -0.1943
O, 16.8254, 6.8318, 25.5009, -0.1037, -0.3835, 0.1645
O, 2.4605, -0.3314, 23.126, 0.0869, -0.0565, -0.1787
O, 4.6181, 0.2321, -0.8659, -0.494, -0.1979, 0.0372
O, 2.4843, 1.656, 14.6669, 0.0109, -0.0825, 0.0966
O, 4.0229, 6.5005, 17.6041, 0.0867, -0.0122, -0.1937
O, 2.2714, 6.4792, 22.3129, 0.1278, -0.0024, 0.122
O, 13.0165, 6.3327, 18.3422, -0.104, -0.1417, -0.0449
O, 11.028, 14.6155, 20.7689, 0.1638, 0.03, -0.0662
O, -0.0652, 13.6579, 18.3936, 0.0942, -0.0546, -0.0615
O, 10.4055, 6.5361, 24.0373, 0.0721, -0.0274, -0.0569
O, 9.1031, 2.8271, 18.9495, 0.0112, 0.1935, -0.0169
O, 5.1299, 4.181, 25.7559, -0.1151, -0.2938, -0.2926
O, 3.9733, 4.2067, -2.1651, -0.2572, -0.1715, -0.4356
O, 4.5436, 10.4795, 21.5806, -0.1021, 0.0465, -0.0692
O, 3.5701, 8.2207, -0.7518, -0.3548, 0.1613, 0.566
O, 14.3736, 6.7651, 24.9152, 0.0892, 0.102, -0.0467
O, 7.1644, 7.8133, -1.4242, 0.1679, 0.0849, -0.0085
O, 10.0353, 9.6026, 20.1749, 0.159, -0.1966, 0.097
O, 4.2014, 4.7163, 22.3733, -0.0094, -0.2311, -0.0049
O, 7.8231, 4.9284, 19.6922, -0.0646, 0.0154, -0.0326
O, 10.6482, 7.4655, 18.6101, -0.115, -0.111, 0.0335

Results
free energy: -50451.053 eV
free energy less fixed offsets of O -463.61, Si -117.95 eV per atom: -25.713 eV
pressure: -1.96 GPa
stress xx, yy, zz, yz, xz, xy (GPa, positive in tension): 2.23, 2.61, 1.03, 0.08, -0.04, 0.13
